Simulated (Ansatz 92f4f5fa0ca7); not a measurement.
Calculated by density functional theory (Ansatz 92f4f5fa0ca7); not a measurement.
Periodic cell of 227 atoms, Si134O92H1, from a study of silicon, its oxide and their interface. The atomic structure is a simulated model.
Doubt: the cutoff is far below the 930 eV that the study's wrapper takes by default for these files, so forces and energies are approximate.

Settings
functional: PBE
potential files: Ansatz PAW
basis: plane waves
wave-function cutoff: 580 eV
density cutoff ratio: 5
exchange-correlation grid ratio: 1
k mesh: 1 x 1 x 1, Gamma-centred
self-consistency stop: 5e-08 eV per atom in the density residual
occupations: fixed
spin: none
net charge: +1 e, with a uniform compensating background and no finite-size correction

Cell vectors (angstrom)
a  10.938  0  0
b  0  10.938  0
c  0  0  33.0215

Atoms and the computed forces on them: element, x, y, z (angstrom), force x, y, z (eV/angstrom)
Si  -0.1673  0.1976  25.5042  -0.0137  0.0492  -0.2296
Si  5.8614  -0.3189  25.5867  -0.1265  0.0968  -0.0223
Si  2.5298  2.9819  25.6378  -0.0075  0.016  -0.2137
Si  8.5923  2.4297  25.6851  -0.0652  0.0785  0.0443
Si  0.2735  5.0857  25.7738  -0.1859  0.1402  -0.151
Si  5.2187  5.6873  25.4957  0.0564  -0.0308  -0.0945
Si  2.9841  7.9171  25.3653  -0.0347  0.0538  -0.0508
Si  8.0842  8.4065  25.4093  -0.0653  -0.0746  -0.1056
Si  1.4067  1.325  26.8688  0.1056  -0.1349  0.0198
Si  6.9367  1.2873  26.9238  -0.0598  0.0676  -0.0835
Si  4.1097  4.1473  26.9077  0.128  -0.0897  0.0101
Si  9.6709  3.9615  27.0946  0.0132  -0.0011  -0.075
Si  1.4551  6.815  26.8416  -0.127  0.0399  -0.0931
Si  6.8764  6.8299  26.7623  0.1257  -0.0889  0.0529
Si  4.1658  9.465  26.7845  -0.0498  0.1178  -0.0438
Si  9.6012  9.5572  26.8155  0.1409  -0.133  0.009
Si  2.7962  -0.0642  28.1876  0.0304  -0.0251  -0.0135
Si  8.2733  -0.0642  28.2739  -0.0631  0.0687  0.074
Si  0.1061  2.6112  28.3493  -0.0739  0.1012  0.0333
Si  5.5003  2.7105  28.2101  0.0058  0.0072  -0.0038
Si  2.753  5.4726  28.278  0  0.0338  0.0569
Si  8.2172  5.4459  28.2202  -0.0485  0.0574  -0.0428
Si  0.0314  8.1821  28.1877  0.0195  -0.0192  0.0172
Si  5.5164  8.1534  28.2184  -0.0282  -0.0248  0.0178
Si  4.1018  1.3673  29.6032  0.0882  -0.1262  -0.3049
Si  9.5708  1.3673  29.6032  0.1163  -0.4998  0.6696
Si  1.3673  4.1018  29.6032  0.2896  -0.0098  0.4677
Si  6.8362  4.1018  29.6032  -0.0338  -0.0112  -0.1164
Si  4.1018  6.8362  29.6032  0.2676  0.0378  0.2266
Si  9.5708  6.8362  29.6032  0.0655  0.0282  -0.2924
Si  1.3673  9.5708  29.6032  0.0928  -0.0785  -0.3097
Si  6.8362  9.5708  29.6032  0.0386  -0.2118  0.0719
Si  0  0  30.9705  -0.1296  0.0638  0.0567
Si  5.469  0  30.9705  0.0094  0.0077  -0.0275
Si  2.7345  2.7345  30.9705  -0.0152  0.1442  0.0323
Si  8.2035  2.7345  30.9705  0.0036  0.0352  -0.045
Si  0  5.469  30.9705  -0.0672  -0.0386  -0.0224
Si  5.469  5.469  30.9705  -0.0644  0.0213  0.0079
Si  2.7345  8.2035  30.9705  0.0469  0.0406  -0.0283
Si  8.2035  8.2035  30.9705  -0.0742  0.034  0.0072
Si  1.3673  1.3673  32.3377  0.027  -0.0692  -0.0243
Si  6.8362  1.3673  32.3377  0.0363  0.0154  -0.0182
Si  4.1018  4.1018  32.3377  0.0884  -0.0658  -0.0023
Si  9.5708  4.1018  32.3377  0.0026  -0.0158  -0.0225
Si  1.3673  6.8362  32.3377  0.0326  -0.0162  -0.0208
Si  6.8362  6.8362  32.3377  0.0612  -0.0541  -0.0222
Si  4.1018  9.5708  32.3377  -0.0231  -0.0188  -0.015
Si  9.5708  9.5708  32.3377  0.0961  -0.0588  -0.0102
Si  2.7345  0  0.6835  0.0043  0.0364  0.017
Si  8.2035  0  0.6835  -0.0625  0.0009  0.0124
Si  0  2.7345  0.6835  -0.0419  0.0557  0.008
Si  5.469  2.7345  0.6835  -0.0069  0.0453  0.0348
Si  2.7345  5.469  0.6835  -0.0277  0.0052  0.0205
Si  8.2035  5.469  0.6835  -0.0292  0.0085  0.0306
Si  0  8.2035  0.6835  -0.1075  0.0163  0.0309
Si  5.469  8.2035  0.6835  -0.0184  0.0437  0.0067
Si  4.1018  1.3673  2.0507  -0.0298  -0.0852  0.0145
Si  9.5708  1.3673  2.0507  0.0859  0.0361  0.0385
Si  1.3673  4.1018  2.0507  -0.0449  -0.0542  0.0404
Si  6.8362  4.1018  2.0507  0.0156  -0.0608  -0.0365
Si  4.1018  6.8362  2.0507  0.0609  -0.0498  0.0053
Si  9.5708  6.8362  2.0507  0.0183  -0.0026  0.0086
Si  1.3673  9.5708  2.0507  0.0927  0.0083  0.0033
Si  6.8362  9.5708  2.0507  0.0963  -0.0641  0.0098
Si  0  0  3.418  0.1039  0.1035  0.1615
Si  5.469  0  3.418  -0.2894  0.0129  0.3762
Si  2.7345  2.7345  3.418  -0.1705  -0.2396  0.1454
Si  8.2035  2.7345  3.418  -0.299  -0.0195  -0.0747
Si  0  5.469  3.418  0.1298  0.1976  -0.1079
Si  5.469  5.469  3.418  0.0288  0.0944  -0.392
Si  2.7345  8.2035  3.418  0.0388  0.4603  0.2141
Si  8.2035  8.2035  3.418  -0.0486  0.314  -0.3016
Si  1.3879  1.3388  4.8869  0.3215  -0.0612  -0.0379
Si  6.7882  1.4073  4.8003  0.019  -0.0717  -0.0517
Si  4.1037  4.1038  4.7415  -0.1206  -0.2424  0.0465
Si  9.5217  4.1547  4.7376  0.0834  0.12  0.0646
Si  1.3466  6.8875  4.7822  -0.1576  -0.0597  0.0533
Si  6.7822  6.8921  4.7264  0.0562  -0.0316  -0.1403
Si  4.0425  9.6209  4.884  -0.0079  0.0105  0.0048
Si  9.549  9.6046  4.7708  -0.0426  -0.0134  -0.031
Si  2.75  0.0015  6.5071  -0.0791  -0.0061  0.1323
Si  8.1259  0.0139  6.1311  0.1261  0.0541  0.1532
Si  -0.1352  2.7562  6.1076  -1.1828  -0.6421  -0.2191
Si  5.4092  2.755  6.184  -0.0724  0.189  0.2199
Si  2.7489  5.5205  6.0876  -0.0833  -0.067  0.15
Si  8.1779  5.5718  6.0334  -0.0215  0.0682  0.3304
Si  -0.0216  8.2544  6.157  -0.0192  0.1023  0.0951
Si  5.3986  8.1599  6.1447  -0.0738  0.0752  -0.0075
Si  3.8747  1.8088  7.7854  0.2427  -0.2689  -0.3821
Si  9.6481  1.213  7.5176  -0.0487  -0.1731  -0.167
Si  1.547  3.7943  7.0909  0.709  1.0787  -0.3693
Si  6.6214  4.4198  7.3239  0.2221  -0.1445  -0.2265
Si  4.3387  6.5506  7.5176  -0.0061  0.0041  -0.0174
Si  9.2913  7.1443  7.4382  0.0989  -0.3069  -0.131
Si  0.9008  9.8118  7.6949  0.0341  -0.0433  -0.3059
Si  6.9908  9.3143  7.3831  0.1557  0.0506  0.0019
O  5.5199  5.4802  7.9666  -0.0991  -0.0404  0.0275
O  -0.0435  0.2072  7.8077  -0.0903  0.1336  0.1229
O  2.5627  2.8418  7.8705  0.2008  -0.2516  0.6984
O  8.1804  8.2702  7.8517  -0.1445  0.138  0.0343
O  2.2634  8.5335  23.9935  -0.0621  0.0707  -0.0423
O  8.1185  5.4827  22.9402  0.0307  0.0152  0.048
O  6.9508  9.5358  24.9472  0.0203  -0.057  0.0966
O  1.3721  4.0425  25.0857  -0.0387  0.0597  0.1399
O  6.321  9.9221  8.7435  -0.0222  0.0159  -0.0347
O  -0.7518  4.0522  9.0795  -0.1547  -0.1457  0.0223
O  0.6765  9.1609  9.1908  -0.0042  0.0203  0.0886
O  7.5365  3.7475  8.5041  -0.2308  0.0912  -0.1463
O  9.8302  6.5977  8.8983  -0.2304  0.4625  -0.2977
O  4.4722  1.8117  9.3246  -0.0045  0.0523  0.1005
O  3.6129  7.1133  8.8824  -0.0425  0.0364  0.0941
O  9.0906  1.6955  9.0309  -0.1692  0.2871  -0.1527
O  5.2402  0.5169  24.3259  -0.0817  0.0574  -0.0397
O  7.9869  3.2889  24.4505  -0.0507  0.0542  -0.104
O  11.7249  6.6509  19.8984  -0.0221  0.0061  -0.0214
O  5.8724  4.8771  24.2218  0.0471  -0.0469  -0.0173
O  8.8024  7.8091  24.0226  0.1138  -0.1382  -0.0639
O  3.2761  2.3768  24.3083  0.0574  -0.0876  0.0068
O  4.115  6.7867  24.8942  -0.0037  0.0103  0.1105
O  11.3962  -0.4537  24.1174  0.0104  -0.0126  0.0374
Si  11.7146  8.9754  10.8185  0.0076  -0.0841  -0.0574
Si  6.9666  15.226  11.6426  0.0757  0.0742  -0.0581
Si  8.2305  11.3575  15.1651  0.0202  0.0016  -0.038
Si  2.0922  13.1032  19.4062  -0.0001  -0.0093  -0.011
Si  4.6502  13.5049  10.7962  -0.0109  0.0107  0.0231
Si  1.7339  -2.3938  17.6867  0.0002  0.0063  -0.0233
Si  4.9979  1.4334  18.8749  0.0055  0.0027  -0.0167
Si  0.842  -0.6418  20.1807  0.0141  -0.0157  0.0098
Si  -0.8237  7.6873  13.0894  -0.0192  -0.0648  -0.011
Si  -3.2038  -1.9479  16.6621  0.003  -0.0079  -0.0469
Si  9.1654  2.4788  16.7572  0.0118  0.0094  -0.0444
Si  8.7471  3.2691  9.4489  0.8585  0.0743  -0.2597
Si  6.5287  9.8318  10.3664  0.0605  -0.0323  0.0792
Si  10.7066  5.5138  9.6895  0.0221  -0.7442  -0.0737
Si  1.6872  9.0093  14.5957  -0.0359  -0.0045  -0.038
Si  3.9976  12.0976  23.5014  0.0073  -0.0545  0.026
Si  5.3659  3.0066  21.4637  0.0111  -0.0146  -0.0039
Si  -3.8308  7.4562  12.1687  0.0171  -0.0272  -0.0234
Si  -1.9178  -1.877  19.262  0.0346  -0.0184  -0.0227
Si  11.4264  5.6509  21.1518  -0.0047  0.0107  0.0136
Si  6.3503  2.2976  16.1007  -0.0398  0.0234  -0.0325
Si  16.4206  4.3521  14.2389  -0.0412  0.0125  -0.0109
Si  -0.0946  4.8739  12.7362  0.0059  0.1963  -0.2264
Si  10.3177  2.219  14.0327  -0.0039  0.0509  -0.0617
Si  1.6992  9.8899  23.2214  0.0615  -0.0232  -0.008
Si  3.0385  4.5493  12.2043  -0.0572  0.0861  0.0741
Si  5.915  6.882  16.0945  -0.0014  -0.0165  -0.0469
Si  -4.8486  9.4863  19.0818  -0.0136  0.0011  -0.0298
Si  10.6317  6.7525  18.6846  -0.0049  -0.0045  -0.0155
Si  4.3056  6.9863  18.6909  -0.0155  -0.0049  -0.0255
Si  -0.2538  3.861  18.8621  0.0039  0.0197  -0.0171
Si  4.5179  0.0751  12.202  0.0056  -0.0198  -0.0001
Si  12.436  11.2872  12.7345  -0.0194  -0.0105  -0.0048
Si  2.6198  6.7255  10.1261  -0.1314  -0.0565  -0.0995
Si  7.1749  4.2592  23.4448  0.0297  -0.0303  0.0243
Si  9.3831  6.3775  23.4277  0.1212  -0.053  0.1492
Si  4.6277  -2.3796  13.9365  0.0054  -0.0008  -0.0375
Si  3.2271  4.7794  20.849  -0.0048  0.0107  0.0054
O  9.0002  -1.6532  17.6377  -0.0023  -0.0093  0.0389
O  -4.5319  9.5388  17.4685  0.0005  -0.0016  0.0124
O  11.6361  1.697  13.186  0.0012  -0.0226  0.0126
O  10.4523  6.1732  13.6183  0.0146  -0.0952  -0.1156
O  3.7698  5.8044  19.6879  -0.0022  0.0114  0.0066
O  12.3075  5.8252  9.4448  -0.0702  0.0834  0.1191
O  7.5851  10.9589  10.8837  0.3501  0.3587  -0.5621
O  -3.4843  -3.5304  16.3487  -0.0049  0.0118  0.0168
O  5.6977  3.8202  10.7057  0.0284  0.0009  0.0026
O  15.0109  4.6002  13.4555  -0.0416  -0.0068  -0.0926
O  -1.2802  1.3393  25.031  0.062  -0.0816  0.1347
O  5.0669  8.1403  15.4488  -0.002  -0.0075  0.0286
O  8.8764  11.8092  16.6169  -0.0021  -0.0001  0.02
O  2.9853  8.2308  13.8837  0.0033  0.001  0.0039
O  5.0303  10.0422  10.9912  -0.0384  0.0365  -0.0011
O  1.9885  5.382  21.7561  0.0209  -0.0042  -0.007
O  13.0915  8.0792  10.9062  -0.0062  0.0234  0.0041
O  1.2364  -1.2759  21.6615  -0.0182  0.0112  -0.0308
O  1.1063  3.045  18.4353  -0.0135  0.0067  0.0117
O  5.5478  2.596  19.8958  -0.0036  -0.0139  -0.0143
O  3.0102  7.6038  17.9531  0.002  0.004  0.0197
O  1.8909  -1.7836  16.1949  -0.0025  -0.0003  0.0204
O  0.7152  10.4077  11.5856  0.0147  0.068  0.0364
O  2.9169  0.0127  23.17  0.0055  0.0292  0.0445
O  3.2189  3.2101  11.2744  0.0168  -0.0095  -0.0035
O  0.3575  7.6812  17.547  0.0115  0.0064  0.0262
O  -0.5777  13.6684  15.6177  -0.0083  -0.0032  0.0345
O  -2.4764  7.8104  13.065  0.0108  0.0119  0.0027
O  7.1919  5.9053  11.6204  -0.0573  -0.0321  0.0223
O  5.1495  8.1841  19.451  0.0015  -0.0018  0.0141
O  5.248  6.3637  17.4952  0.0003  0.0066  0.0118
O  5.6743  7.7315  12.9493  -0.0355  0.0193  0.0215
O  10.3705  5.3412  11.2377  0.1994  -0.024  0.4478
O  -0.4908  6.4401  22.1876  -0.0766  0.0018  0.1028
O  -1.7296  0.9969  13.9684  -0.0126  0.0017  0.0065
O  -0.5264  5.2646  18.0549  0.0086  -0.013  0.0363
O  8.0356  9.7449  15.2334  -0.004  0.0052  0.0198
O  6.6625  3.8806  13.1915  -0.0249  -0.0105  0.0344
O  4.5434  4.4031  21.7178  -0.0046  -0.0001  0.0074
O  8.2678  3.4912  10.9775  -0.2497  0.0615  0.285
O  7.5335  9.3776  19.8769  0.0009  -0.0006  0.0207
O  10.5505  8.0729  11.5319  0.0057  0.0273  0.0017
O  7.7218  14.1284  16.3752  -0.006  -0.0111  0.018
O  1.7394  10.5594  14.1455  0.0074  0.0073  0.0041
O  0.1793  8.5235  14.1045  0.0326  0.0226  0.0245
O  9.9769  3.5914  13.2081  -0.006  -0.0399  0.044
O  14.3047  5.8294  11.2372  0.0218  -0.1037  0.0679
O  -3.8582  8.3639  10.813  -0.0202  0.0004  -0.0049
O  -0.2108  4.2832  20.4752  -0.0085  -0.0205  -0.0207
O  6.7512  12.0373  15.0543  -0.0031  0.0052  0.0172
O  13.8948  11.4514  12.0408  0.0081  0.009  -0.0066
O  16.1624  3.2058  15.3596  0.0319  -0.0021  0.0169
O  6.7949  3.324  22.1697  -0.0175  -0.0012  0.0102
O  5.2361  12.4708  11.9316  0.0034  -0.0319  -0.0028
O  5.3365  10.8795  19.463  -0.0043  0.0064  0.0133
O  3.3768  1.5273  18.6322  0.0026  0.002  0.0151
O  9.512  2.868  18.3002  -0.0103  -0.0023  0.0196
O  1.2291  11.902  20.1466  0.0067  0.022  0.0034
O  1.6394  9.6255  18.9128  -0.0033  -0.0102  -0.0069
O  10.1955  5.6662  24.6343  0.0206  0.0602  -0.1287
O  5.9779  5.6897  15.0013  -0.0215  -0.0045  0.0168
O  4.6077  1.7283  22.1238  0.0005  0.0258  0.0074
O  2.6812  14.2409  20.4059  -0.0054  -0.0202  0.0006
O  -0.7654  20.9304  19.9634  -0.0416  -0.022  -0.0071
O  4.7885  -0.7636  13.5873  0.0013  -0.0155  -0.0024
O  5.7396  1.6793  17.4596  0.0088  -0.0008  -0.0044
O  1.5122  4.5931  12.7638  -0.0181  0.0228  -0.0188
O  9.3118  7.4389  19.3729  0.0113  0.0438  0.0003
H  8.1077  11.4601  10.2051  -0.3597  -0.3566  0.559

Results
free energy: -137526.450 eV
free energy less fixed offsets of H -15.97, O -568.88, Si -635.61 eV per atom: -1.780 eV

The program warned: the cutoff lies below the one the program advises for these potential files; the exchange-correlation potential is rough where the density is thin.
